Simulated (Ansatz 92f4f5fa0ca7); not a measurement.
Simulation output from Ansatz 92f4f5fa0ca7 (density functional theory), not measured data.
Periodic cell of 222 atoms, Si131O89As2, from a study of silicon, its oxide and their interface. The atomic structure is a simulated model.

Settings
functional: PBE
potential files: Ansatz PAW
basis: plane waves
wave-function cutoff: 700 eV
density cutoff ratio: 5
exchange-correlation grid ratio: 1
k mesh: 2 x 2 x 1, shifted by 0.5 0.5 0.5 of a step
self-consistency stop: 5e-08 eV per atom in the density residual
occupations: fixed
spin: none
net charge: 0

Cell vectors (angstrom)
a  10.938  0  0
b  0  10.938  0
c  0  0  32.1988

Atoms and the computed forces on them: element, x, y, z (angstrom), force x, y, z (eV/angstrom)
Si  10.6109  0.2487  24.8537  -0.039  0.0006  -0.0571
Si  5.9069  10.5981  24.6084  0.0315  -0.0157  -0.057
As  2.4232  2.9  24.3064  0.1233  -0.1464  0.0317
Si  8.4311  2.4933  24.8128  0.0273  -0.03  -0.0736
As  0.4657  5.0403  24.8786  -0.0721  0.0421  -0.0643
Si  5.1182  5.7113  24.6846  -0.0065  0.0318  -0.0675
Si  2.9275  8.0179  24.5883  0.0231  -0.0179  -0.0757
Si  8.0569  8.2881  24.8472  0.0041  0.0005  -0.0275
Si  1.34  1.4667  25.9983  0.0143  0.0217  -0.0101
Si  6.8492  1.3013  26.0707  -0.0018  -0.0152  0.0054
Si  3.9516  4.0677  25.9366  -0.0356  -0.0251  -0.0118
Si  9.5511  4.1166  26.1225  0.0376  -0.0115  -0.0047
Si  1.3819  6.9124  26.0664  -0.003  -0.0326  0.0053
Si  6.7282  6.8029  26.0764  0.0059  0.0052  -0.0121
Si  4.1403  9.5902  25.8942  0.0092  -0.0075  0.0127
Si  9.5094  9.5887  26.1813  -0.0043  -0.0088  -0.022
Si  2.7488  0.0315  27.2809  0.0148  -0.0082  0.0087
Si  8.1547  -0.004  27.5404  -0.0065  -0.0042  -0.0083
Si  -0.0009  2.7479  27.471  -0.0116  0.006  -0.0077
Si  5.411  2.7347  27.3107  -0.0066  0.0015  0.0054
Si  2.7187  5.4719  27.4165  0  -0.0015  -0.0108
Si  8.1411  5.4782  27.4209  0.0161  0.0194  0.0036
Si  -0.0027  8.2329  27.4439  -0.0124  -0.0139  0.0103
Si  5.4159  8.2362  27.4145  0.0005  0.0137  -0.0081
Si  4.0857  1.3678  28.7278  -0.0172  0.0085  -0.0177
Si  9.5668  1.3708  28.8286  0.0087  0.0068  -0.0173
Si  1.3607  4.1219  28.8081  -0.0021  0.0089  0.0015
Si  6.7922  4.0751  28.7469  -0.0174  -0.0285  -0.0035
Si  4.0874  6.8434  28.7825  0.0059  0.0042  -0.002
Si  9.5503  6.8383  28.7786  0.0084  -0.0127  -0.0313
Si  1.4042  9.6079  28.74  0.0253  0.0125  -0.0104
Si  6.7793  9.5583  28.8363  -0.0083  -0.0111  -0.0259
Si  0.0174  -0.0049  30.1482  0.0057  0.0038  -0.0047
Si  5.4378  0.0224  30.1548  -0.0113  0.0116  -0.0106
Si  2.7363  2.7335  30.1378  0.0172  -0.0141  -0.007
Si  8.1831  2.7459  30.1489  -0.0143  0.0054  0.0006
Si  -0.0134  5.4799  30.1552  -0.012  0.0063  -0.0028
Si  5.4634  5.4683  30.1383  -0.0039  -0.0035  -0.007
Si  2.7258  8.2162  30.14  -0.0095  0.0095  0.0042
Si  8.1938  8.204  30.157  0.0117  -0.0075  -0.0036
Si  1.3673  1.3673  31.515  0.0717  0.0258  0.025
Si  6.8362  1.3673  31.515  -0.0586  0.0552  0.002
Si  4.1018  4.1018  31.515  0.004  -0.0394  -0.0281
Si  9.5708  4.1018  31.515  -0.121  0.062  0.0022
Si  1.3673  6.8362  31.515  -0.0593  0.1356  -0.0548
Si  6.8362  6.8362  31.515  -0.0044  -0.1046  0.0349
Si  4.1018  9.5708  31.515  -0.1261  0.0283  0.0277
Si  9.5708  9.5708  31.515  0.0619  -0.0116  -0.0126
Si  2.7345  0  0.6835  0.0495  -0.0454  0.0946
Si  8.2035  0  0.6835  -0.0409  0.0552  -0.113
Si  0  2.7345  0.6835  -0.0504  -0.019  0.0439
Si  5.469  2.7345  0.6835  0.1119  -0.033  -0.0105
Si  2.7345  5.469  0.6835  -0.0101  0.1388  -0.1486
Si  8.2035  5.469  0.6835  0.0793  -0.0941  0.0857
Si  0  8.2035  0.6835  0.0898  -0.1112  -0.0343
Si  5.469  8.2035  0.6835  -0.018  0.0401  0.0356
Si  4.1222  1.3602  2.0533  0.0073  -0.0133  0.0051
Si  9.5665  1.3561  2.0523  -0.0065  0.013  -0.0041
Si  1.3663  4.1229  2.0361  -0.0048  0.0023  0.0027
Si  6.8484  4.0858  2.0574  0.0073  -0.0066  0.0015
Si  4.1054  6.8289  2.0538  -0.0101  0.0061  -0.0016
Si  9.5788  6.8365  2.0511  0.0106  -0.0136  0.0019
Si  1.3809  9.5501  2.0501  0.01  -0.0074  0.0022
Si  6.831  9.5883  2.0491  -0.0082  0.0077  0.0007
Si  -0.0053  -0.035  3.3872  -0.0205  -0.019  0.0168
Si  5.4909  0.0113  3.4659  0.0038  0.0053  0.0044
Si  2.7741  2.7818  3.3625  0.0155  0.0132  0.0141
Si  8.1926  2.6976  3.4467  -0.012  -0.011  0.0195
Si  0.0195  5.4796  3.4324  0.0054  0.0062  0.015
Si  5.4839  5.4634  3.4065  -0.0111  -0.009  0.0095
Si  2.7673  8.2066  3.4443  0.0002  0.0004  0.0226
Si  8.2085  8.2234  3.3808  0.0083  0.0085  0.0071
Si  1.3954  1.3853  4.6273  0.0079  -0.0005  0.0072
Si  6.8478  1.347  4.9031  -0.0005  0.0008  -0.0098
Si  4.1578  4.0824  4.7994  -0.0049  -0.0049  0.0075
Si  9.5787  4.081  4.7591  -0.0003  0.0006  0.0062
Si  1.416  6.8296  4.8165  -0.0025  -0.0034  -0.0022
Si  6.831  6.8814  4.7278  -0.0071  0.0057  0.0109
Si  4.1381  9.5742  4.8411  0.0094  -0.0137  -0.0035
Si  9.5589  9.5481  4.7875  -0.0063  0.0026  0.0096
Si  2.7481  0.1058  6.0554  0.0056  0.0156  0.0116
Si  8.2084  -0.0646  6.2605  -0.0054  0.0017  -0.0163
Si  0.032  2.6671  6.0343  -0.0042  -0.0134  0.0099
Si  5.4771  2.7218  6.2871  -0.006  0.0087  -0.02
Si  2.817  5.4721  6.175  0.0119  0.0077  -0.0046
Si  8.1779  5.474  6.0416  0.0122  -0.0091  0.0029
Si  0.0142  8.1831  6.1507  -0.0068  0.0125  -0.0108
Si  5.5327  8.217  6.2239  0.0016  0.0037  -0.0203
Si  3.8397  1.5652  7.5967  -0.0388  0.007  0.0381
Si  9.8426  1.1371  7.444  0.0266  -0.0054  0.0371
Si  1.6331  3.7909  7.3045  0.0061  -0.0228  0.0321
Si  6.6538  4.4099  7.4773  0.0035  0.0317  0.041
Si  4.4111  6.6276  7.5354  0.0134  -0.0106  0.0416
Si  9.3713  6.943  7.4036  -0.022  -0.0015  0.0341
Si  1.1426  9.9138  7.2896  -0.0003  0.0265  0.0296
Si  7.1634  9.2219  7.6601  0.025  -0.0306  0.0531
O  8.3175  8.0849  7.9085  -0.0064  0.0039  0.0128
O  2.7209  2.7297  7.9507  0.0113  -0.0125  0.0201
O  9.5437  1.3871  24.2747  -0.0087  0.0003  -0.0145
O  4.0184  6.8437  24.1379  0.0032  0.0066  -0.013
O  0.0313  0.0226  7.9508  -0.003  0.0042  0.016
O  5.5298  5.5054  8.0267  -0.0012  -0.0001  0.0118
O  7.0024  9.4117  24.2656  -0.0099  0.0047  -0.0367
O  3.8692  7.3854  8.9206  -0.0039  -0.005  -0.0173
O  0.8075  4.3644  8.5909  0.0083  0.0165  -0.0109
O  9.8187  6.1719  8.8001  0.0121  0.0032  -0.0138
O  2.1108  9.3779  8.4993  -0.0155  -0.0261  -0.0002
O  7.5058  3.9189  8.8033  -0.0118  -0.0192  -0.0096
O  4.2756  0.9092  9.0595  0.0043  0.0212  -0.0139
O  6.7337  9.5478  9.2144  0.0029  -0.0107  -0.0141
O  9.2154  1.8578  8.7875  -0.0115  -0.0006  -0.0106
O  7.7114  3.1691  23.5053  -0.0146  -0.007  0.0088
O  10.7634  5.6577  23.2884  -0.1002  0.1621  -0.0299
O  5.6512  0.2213  23.082  -0.123  0.0969  -0.0121
O  5.8488  5.0922  23.346  0.0009  -0.0218  0.0117
O  3.4483  1.4373  23.615  0.1288  0.1719  -0.1355
O  2.271  8.6991  23.2208  -0.0072  -0.0095  0.0232
O  8.7763  7.495  23.5993  0.0838  -0.0218  -0.0176
O  0.2065  10.334  23.5727  0.0153  0.0025  0.0104
Si  4.6047  1.3263  22.4653  -0.0875  -0.03  0.1304
Si  3.5023  7.8977  14.015  -0.0047  -0.0011  0.0084
Si  7.1257  0.9304  14.6477  0.0036  -0.0023  0.0056
Si  0.9191  9.3363  22.517  0.001  0.0039  -0.0096
Si  1.1914  4.2865  11.8688  -0.0012  0.0043  0.0034
Si  6.2835  8.93  15.2876  0.0014  -0.0001  0.0079
Si  0.6872  1.3465  12.2874  0.0031  -0.0018  -0.0002
Si  8.6142  4.907  20.5225  -0.008  0.0056  -0.0043
Si  0.3313  5.7024  9.3566  0.0079  0.008  0.0019
Si  5.1136  3.0876  17.9232  -0.0034  0  0.0033
Si  0.8911  3.7141  16.7427  0.0004  0.003  0.0096
Si  10.4025  2.8073  19.2217  0.0052  -0.0019  0.0093
Si  5.2895  1.1631  10.3382  0.0056  0.0056  0.0017
Si  0.8991  0.1469  19.8338  0  0.0087  0.008
Si  6.6535  9.4418  10.8525  0.0098  -0.0014  0.0124
Si  9.3574  9.6489  18.3039  0.0028  -0.0009  0.005
Si  9.4043  9.2168  12.5494  0.0013  -0.001  0.004
Si  6.5407  3.8263  22.5805  0.0063  0.0087  -0.0066
Si  2.4477  8.06  9.3707  -0.0124  -0.0036  -0.0004
Si  10.6113  7.3396  17.0623  -0.0056  0.0059  0.0054
Si  2.5298  6.2567  16.5645  0.001  -0.0006  0.004
Si  10.1926  4.463  14.1783  -0.001  0.0021  0.0104
Si  6.1629  9.14  18.4836  0.0034  -0.0059  0.0016
Si  7.9727  2.563  9.5722  -0.0012  -0.0019  0.0057
Si  8.8901  2.1225  12.4397  0.0004  -0.003  0.0028
Si  5.3587  6.2073  18.0489  0.0021  0.0006  0.0106
Si  3.9534  0.5099  19.4327  -0.0102  0.0003  0.0064
Si  4.2871  3.8193  12.0341  -0.0094  0.0048  0.0124
Si  5.557  6.5767  12.1157  -0.0019  -0.0026  0.0116
Si  8.0268  2.4673  17.2113  0.0027  -0.0026  0.0054
Si  4.3708  2.4558  14.9472  -0.003  0.0034  0.0083
Si  1.5464  1.1889  15.2459  0.001  -0.0028  0.0106
Si  1.5834  9.3914  12.0362  0.004  -0.0007  0.0058
Si  8.0693  6.8183  13.8364  0.0009  -0.0047  0.011
Si  10.3956  9.8044  15.4672  -0.0007  -0.0006  0.0057
Si  9.9134  6.875  22.5993  0.094  -0.0363  0.0467
Si  8.1341  5.457  17.4152  -0.0018  -0.0064  0.0077
O  6.0563  7.9394  11.2742  -0.0033  0.0084  0.0011
O  6.0517  9.149  16.8675  0.0122  -0.0066  0.0041
O  7.6903  1.3399  13.1797  0.0156  0.0017  0
O  0.8978  1.7279  13.8578  0.0057  -0.0195  -0.0083
O  9.4481  6.2278  16.8736  -0.0044  -0.002  -0.0062
O  6.7821  6.1682  13.1017  0.0129  0.0215  -0.0015
O  5.1461  4.6239  18.5928  0.0028  -0.0039  -0.0135
O  9.2406  2.1047  18.2632  -0.0059  0.0316  -0.0055
O  2.3841  0.0651  19.0766  0.014  0.0066  0.0087
O  9.4218  10.1994  16.7418  0.0185  -0.0168  0.0088
O  2.7985  4.4152  11.6953  -0.004  -0.0019  0.008
O  5.0818  10.2775  19.0387  -0.0048  -0.0006  -0.0045
O  9.4383  3.2144  13.4856  0.0076  0.0027  -0.0119
O  0.4707  1.7368  19.9522  -0.0046  0.0167  -0.0142
O  3.1592  1.3441  15.048  -0.0019  0.0186  -0.0014
O  8.1898  5.3758  19.0324  0.0124  -0.0173  0.0136
O  3.9147  6.5631  17.3707  -0.012  -0.0057  -0.0078
O  4.597  3.2569  16.3651  0.0051  -0.0211  0.0073
O  9.0796  5.6399  14.2984  -0.001  -0.0091  -0.0024
O  5.3898  2.7437  22.1983  -0.0299  -0.0704  0.0416
O  10.6895  4.1218  15.6747  0.0089  -0.0057  0.0028
O  0.3373  3.8354  18.2752  -0.0111  -0.02  -0.0106
O  10.442  10.4953  19.1894  0.0019  -0.011  -0.0068
O  9.6574  9.9921  14.0085  0.0175  -0.0226  0.0041
O  10.8807  8.0985  22.1026  -0.0761  -0.1093  0.0669
O  1.197  2.13  16.5239  -0.0006  0.0078  -0.025
O  9.7115  3.6959  20.4084  -0.0145  0.011  -0.0256
O  8.1652  4.0009  16.6966  0.0002  -0.0145  0.0229
O  -0.0276  9.0813  11.8841  0.0113  0.0028  0.0067
O  6.597  2.3819  17.9953  0.0067  0.0101  -0.0214
O  5.5909  10.699  11.1867  0.0003  0.0038  -0.0119
O  7.7692  9.5548  18.8207  0.0012  0.0071  -0.0117
O  10.0391  1.0033  12.0448  -0.0016  0.0358  0.0181
O  1.3247  6.9421  9.0601  0.0037  -0.0043  0.0246
O  0.6397  4.7391  13.3408  -0.0075  -0.0159  -0.0071
O  5.7265  7.5838  18.9637  -0.0092  0.0039  -0.0144
O  5.2451  5.0627  11.4954  -0.0077  -0.01  -0.0174
O  2.7325  6.9461  15.1003  0.0092  0.0065  0.0006
O  0.9243  2.7213  11.4543  -0.0071  0.0032  0.0148
O  0.8733  10.6573  15.5292  -0.0225  0.0007  -0.011
O  2.4244  8.5707  10.9063  -0.0128  0.0016  -0.0119
O  4.7048  2.4101  11.2598  0.0176  -0.0009  -0.005
O  4.2648  3.49  13.6639  0.0013  -0.018  -0.0087
O  2.2126  4.6475  16.4876  -0.0144  -0.0019  0.0017
O  10.7228  8.2179  15.6799  -0.007  0.018  0.0181
O  6.9425  10.2622  14.6469  -0.0095  0.0011  0.0106
O  2.3499  8.9206  13.4173  0.0098  -0.0047  -0.0043
O  8.0374  1.4975  15.8915  -0.0203  0.0082  -0.0021
O  4.1432  6.9668  12.8394  0.0096  0.0097  0.0028
O  4.1853  1.9709  18.6926  0.013  -0.0045  -0.0004
O  7.2526  4.3673  21.231  0.0226  0.0036  0.0177
O  8.418  2.9116  11.0968  -0.0014  -0.0232  -0.0081
O  1.2012  6.8368  17.3438  0.0087  -0.0068  -0.0123
O  5.6569  1.5395  14.735  0.0075  0.0112  0.0001
O  8.1409  9.7316  11.5744  -0.0271  -0.0083  -0.0172
O  9.1987  6.2121  21.2969  0.0174  -0.0219  0.03
O  8.9796  7.6818  12.8253  -0.0159  0.0141  0.0131
O  1.665  0.0984  11.8787  -0.0193  -0.0012  0.0172
O  6.6685  6.11  17.0511  0.0025  -0.0005  -0.0029
O  7.4113  7.7682  15.0041  -0.0031  0.0072  -0.0058
O  1.2035  10.2605  21.2126  -0.0129  -0.0158  0.0099
O  10.0596  8.1755  18.3405  -0.0005  0.0115  -0.0312
O  4.0501  0.7689  21.0397  0.0335  0.0165  0.0698
O  0.3456  5.3144  10.9226  0.0137  -0.0069  -0.02
O  6.7064  1.5552  9.63  0  0.0176  0.0225
O  4.7902  8.6788  14.6604  0  -0.0062  -0.0046

Results
free energy: -143623.617 eV
free energy less fixed offsets of As -4857.07, O -569.03, Si -635.61 eV per atom: -0.897 eV

The program warned: the cutoff lies below the one the program advises for these potential files; the exchange-correlation potential is rough where the density is thin.
